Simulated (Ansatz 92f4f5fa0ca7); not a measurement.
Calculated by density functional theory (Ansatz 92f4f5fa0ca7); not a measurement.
Periodic cell of 237 atoms, Si146O90P1, from a study of silicon, its oxide and their interface. The atomic structure is a simulated model.
Doubt: the cutoff is far below the 930 eV that the study's wrapper takes by default for these files, so forces and energies are approximate.

Settings: functional PBE; potential files Ansatz PAW; basis plane waves; wave-function cutoff 580 eV; density cutoff ratio 5; exchange-correlation grid ratio 1; k mesh 1 x 1 x 1, Gamma-centred; self-consistency stop 5e-08 eV per atom in the density residual; occupations fixed; spin none; net charge +1 e, with a uniform compensating background and no finite-size correction.

Cell vectors (angstrom)
a	11.6015	0	0
b	0	10.938	0
c	0	0	32.0622

Atoms: element, x, y, z (angstrom)
Si	-0.1967	-0.0823	23.2526
Si	3.7029	0.1976	23.1073
Si	7.5647	-0.1365	23.4088
Si	1.7037	1.3473	23.3997
Si	5.7548	1.4204	23.1777
Si	9.4534	1.2268	23.3462
Si	0.1785	5.316	23.4493
Si	4.1189	5.3033	23.3866
Si	8.0428	5.61	23.5795
Si	2.1645	6.6049	23.3554
Si	5.9739	6.76	23.4938
Si	10.0165	6.8538	23.6223
Si	1.905	2.6496	25.3725
Si	5.8359	2.6503	25.2475
Si	9.6476	2.6688	25.2661
Si	11.6059	4.0055	25.3779
Si	3.8947	3.9674	25.3099
Si	7.7546	4.0642	25.3437
Si	1.9784	8.1577	25.1892
Si	5.7816	8.1801	25.3583
Si	9.7202	8.2815	25.4315
Si	11.647	9.5739	25.2591
Si	3.874	9.5942	25.078
Si	7.6966	9.5282	25.3824
Si	11.6577	-0.007	27.212
Si	3.9085	-0.0493	27.1237
Si	7.7656	-0.0202	27.2799
Si	1.9923	1.3164	27.2866
Si	5.8376	1.3236	27.202
Si	9.7016	1.3305	27.2189
Si	11.5978	5.4729	27.2327
Si	3.8519	5.4209	27.2062
Si	7.7227	5.4629	27.261
Si	1.9437	6.8271	27.1706
Si	5.7668	6.8004	27.2678
Si	9.6627	6.8254	27.291
Si	1.951	2.7278	29.1879
Si	5.8014	2.7248	29.1255
Si	9.6829	2.7306	29.1482
Si	0.0149	4.1017	29.165
Si	3.8695	4.0952	29.169
Si	7.7373	4.094	29.1892
Si	1.9461	8.1886	29.1209
Si	5.7975	8.1844	29.1881
Si	9.6748	8.1961	29.2216
Si	0.0122	9.5569	29.1492
Si	3.8799	9.559	29.1058
Si	7.7384	9.5489	29.2069
Si	0.0056	0.0028	31.0958
Si	3.8652	0.0099	31.0667
Si	7.7328	0.0086	31.1168
Si	1.9331	1.3744	31.1193
Si	5.8009	1.3734	31.0682
Si	9.6709	1.3654	31.0986
Si	0.0109	5.472	31.0993
Si	3.8729	5.4801	31.1007
Si	7.7422	5.4707	31.1296
Si	1.9403	6.843	31.0769
Si	5.807	6.8358	31.1201
Si	9.6796	6.8311	31.149
Si	1.933	2.7546	0.9943
Si	5.7969	2.7516	0.9328
Si	9.6692	2.7385	0.9803
Si	-0.0121	4.1132	0.968
Si	3.8672	4.1209	0.9817
Si	7.7425	4.1136	1.0058
Si	1.9311	8.22	0.9509
Si	5.8013	8.2307	0.9707
Si	9.6677	8.2258	1.0151
Si	-0.0025	9.5956	0.9915
Si	3.8627	9.5937	0.9674
Si	7.7397	9.586	0.9933
Si	11.6101	0.0406	2.9301
Si	3.8551	0.028	2.923
Si	7.7413	0.0292	2.9142
Si	1.9343	1.4079	2.9371
Si	5.8112	1.3725	2.8447
Si	9.6621	1.3919	2.934
Si	11.5646	5.5087	2.8804
Si	3.8789	5.5025	2.9182
Si	7.7376	5.5186	2.929
Si	1.914	6.8295	2.8695
Si	5.8105	6.8681	2.896
Si	9.6596	6.9068	2.9814
Si	1.9126	2.8384	4.8349
Si	5.8354	2.7311	4.7565
Si	9.5987	2.8034	4.8468
Si	11.5418	4.1409	4.7937
Si	3.9177	4.1049	4.8333
Si	7.7168	4.2115	4.8939
Si	1.8864	8.1557	4.8129
Si	5.8084	8.2654	4.7981
Si	9.661	8.3288	4.9209
Si	11.6313	9.6612	4.897
Si	3.8182	9.4924	4.8006
Si	7.7216	9.6836	4.9009
Si	11.5948	0.2341	6.7898
Si	3.7522	-0.0503	6.6706
Si	7.7102	0.0624	6.9226
Si	2.0464	1.5073	6.7701
Si	5.7104	1.282	6.6332
Si	9.6452	1.526	6.8443
Si	11.5239	5.5034	6.713
Si	3.98	5.4369	6.8026
Si	7.7367	5.6765	6.8388
Si	1.9731	6.6491	6.6643
Si	5.8108	6.9826	6.7594
Si	9.7542	7.0462	6.9234
O	9.9952	7.9774	8.3139
O	7.6577	9.9433	8.2367
O	7.4057	4.7362	8.1766
O	3.3776	10.3536	8.2258
O	2.0318	7.5557	8.0431
O	4.002	4.5891	8.2593
O	9.7778	2.4529	8.2347
O	2.6106	2.3439	8.1317
O	11.3851	4.5791	8.0859
O	5.3604	2.3723	7.8326
O	5.8123	7.988	8.0991
O	11.3204	10.3152	8.1722
O	11.2077	10.0042	21.7774
O	3.3196	10.6815	21.5218
O	5.8406	7.7051	22.0989
O	4.2296	4.4701	21.9226
O	7.6856	9.697	22.0918
O	10.1443	7.5986	22.1058
O	1.631	2.3946	22.1095
O	5.9713	2.4686	21.8672
O	8.4886	4.8469	22.1453
O	-0.0642	4.4449	22.0236
O	2.3111	7.4227	21.9132
O	9.1419	1.9788	21.8845
Si	1.9106	7.7855	9.6255
Si	5.0216	0.5957	17.6744
Si	2.4854	5.42	14.0411
Si	10.5578	3.8614	14.0628
Si	8.2815	2.3826	15.2767
Si	9.5677	2.2674	20.3473
Si	10.5066	3.6527	9.0886
Si	0.0352	2.3197	11.5798
Si	11.0257	8.1286	15.4113
Si	5.1693	6.9312	13.995
Si	5.7467	2.6247	11.1269
P	8.5763	7.6218	19.3438
Si	8.107	4.8308	20.5881
Si	5.9069	9.5958	15.1976
Si	2.0743	7.6233	20.3232
Si	1.9271	4.8775	18.7867
Si	4.4958	3.456	18.0003
Si	8.5073	8.9949	16.8127
Si	0.8276	9.4857	13.3164
Si	9.912	10.6543	11.7365
Si	5.3472	3.7165	20.9982
Si	0.5761	5.5192	16.278
Si	10.7826	9.1518	9.1609
Si	6.572	8.8662	21.2563
Si	7.113	7.1114	11.4936
Si	2.6745	0.7385	12.235
Si	10.8554	8.5957	21.053
Si	6.0465	4.3338	15.635
Si	7.0853	0.4933	12.9854
Si	4.0567	2.9817	8.6024
Si	0.8758	6.746	11.9164
Si	6.5696	9.0524	9.0888
Si	0.6829	3.2785	21.1406
Si	9.7881	6.5133	12.9135
Si	7.7163	4.5391	9.7607
Si	3.9647	10.0501	20.16
Si	4.2578	3.0436	13.5397
Si	3.8537	10.0127	9.7549
Si	8.041	0.8025	18.0606
O	11.5041	3.2347	12.911
O	9.3406	4.4746	9.901
O	8.8542	3.6399	19.8181
O	4.0016	-0.0317	18.783
O	11.3189	4.5335	15.3281
O	9.8554	9.7972	10.3421
O	3.7677	1.5354	13.1561
O	0.6464	9.0601	14.8853
O	6.457	0.9727	18.3892
O	4.7624	3.1701	19.5902
O	6.2524	1.1957	11.7644
O	0.5375	8.6285	9.8907
O	5.6466	4.3421	17.2295
O	8.4309	7.2042	12.4191
O	4.4035	2.6332	10.1659
O	2.0587	5.6608	15.5951
O	3.3742	0.0637	10.9379
O	5.8772	7.2278	12.5512
O	2.318	6.3321	19.388
O	0.6387	4.9371	17.7935
O	8.4166	10.6961	12.3887
O	5.4739	10.0707	9.725
O	0.5146	8.0908	20.1765
O	9.7681	2.5985	14.6978
O	1.9961	10.5987	13.2459
O	9.9634	9.1076	16.1529
O	6.1438	10.3472	13.7704
O	7.457	1.5784	14.139
O	1.6655	3.8985	20.0326
O	5.9322	5.7991	14.9166
O	7.3423	8.9687	15.7108
O	1.5134	1.6787	11.6242
O	7.2051	8.2904	10.3755
O	4.3335	2.0079	17.2562
O	7.0318	3.1678	10.2954
O	11.5248	7.0034	16.4633
O	8.2871	10.1504	17.8923
O	3.2604	8.5397	10.1238
O	7.5935	3.8358	15.5412
O	3.1328	4.3052	17.88
O	2.895	3.8895	13.7276
O	1.3369	8.2053	12.4685
O	1.2033	5.6832	13.0887
O	4.9876	8.2956	14.8813
O	11.1886	2.3779	20.3218
O	10.9723	9.9875	12.7798
O	5.2779	3.5859	12.3721
O	5.0942	3.2105	14.9225
O	6.4906	4.8197	20.5128
O	8.4104	1.561	16.6768
O	10.4157	1.2414	11.4758
O	10.8684	6.6249	11.6908
O	3.1432	8.7115	19.7812
O	1.7119	6.4398	10.5436
O	7.2365	8.0979	19.9085
O	8.4836	7.6094	17.7857
O	3.6777	6.4247	13.636
O	9.5594	4.9653	13.376
O	5.5332	9.8549	20.5524
O	10.2936	7.3804	14.1825
O	8.7795	6.1589	19.7607
O	7.0708	5.7124	10.6735
O	5.2621	10.5523	16.3708
O	9.0204	1.1551	19.303
O	11.5766	3.1659	10.1988
O	9.7	8.577	19.7777

Results
free energy: -144754.829 eV
free energy less fixed offsets of O -568.88, P -755.39, Si -635.61 eV per atom: -1.179 eV

Forces (eV/angstrom), in the order of the atoms: element, x, y, z
Si	-0.0231	-0.0991	-0.0975
Si	0.0137	-0.0588	-0.0324
Si	-0.002	-0.0934	-0.1698
Si	-0.046	0.0814	-0.0131
Si	-0.0042	0.0415	-0.0196
Si	0.0382	0.1345	0.0024
Si	0.0199	-0.0604	-0.0951
Si	0.0218	-0.0148	-0.0352
Si	-0.011	-0.0795	-0.1079
Si	-0.0166	0.0244	0.0017
Si	0.0313	0.0272	-0.0824
Si	-0.1247	0.0896	-0.1134
Si	0.0153	-0.0107	-0.0187
Si	0.0156	-0.0104	0.0083
Si	-0.0187	-0.0337	-0.0255
Si	-0.005	0.0163	-0.0151
Si	-0.0294	0.0128	-0.0187
Si	-0.0013	0.0286	-0.0298
Si	0.0152	-0.002	-0.0347
Si	-0.0199	-0.0146	-0.0055
Si	0.0351	-0.0454	-0.0072
Si	-0.0059	0.0033	-0.0089
Si	-0.0126	0.0246	-0.036
Si	0.0193	0.0067	-0.0095
Si	-0.0081	0.0168	0.0158
Si	0.0087	0.0169	-0.0066
Si	0.0046	-0.0005	0.017
Si	-0.0058	0.0129	0.0096
Si	-0.0164	-0.0189	-0.0229
Si	0.013	-0.0108	-0.0123
Si	-0.0035	-0.0042	0.0167
Si	-0.0004	0.0042	0.0136
Si	0.0043	0.0029	-0.007
Si	-0.0066	-0.0272	-0.0144
Si	0.0223	-0.024	-0.0029
Si	-0.0181	-0.0041	-0.0059
Si	-0.0482	0.0058	-0.0018
Si	0.0072	0.0227	0.0266
Si	-0.0153	-0.0011	0.0434
Si	0.0155	-0.0186	-0.0169
Si	0.0301	0.015	-0.0051
Si	0.0178	-0.0176	-0.0426
Si	-0.0014	0.007	0.0154
Si	0.0415	0.0112	-0.0447
Si	0.0201	-0.0098	-0.0453
Si	-0.0059	-0.0041	0.0308
Si	-0.0302	0.0141	0.0768
Si	-0.021	-0.0167	-0.0398
Si	-0.0049	-0.0116	-0.0092
Si	0.0008	-0.0448	-0.0175
Si	0.0068	0.0218	0.0021
Si	0.0053	-0.0043	0.0382
Si	-0.0119	-0.0134	-0.0143
Si	0.0058	0.0213	-0.0259
Si	0.0019	0.003	-0.0096
Si	-0.0045	-0.0208	0.0222
Si	0.007	-0.0045	-0.0099
Si	0.0047	0.0146	-0.011
Si	0.0001	-0.0182	0.0213
Si	-0.0023	0.0075	0.0225
Si	-0.0134	0.0126	-0.0172
Si	0.0243	0.0158	0.0299
Si	-0.0144	-0.0082	-0.0244
Si	0.0327	-0.0119	0.0216
Si	-0.003	0.0026	-0.0098
Si	-0.0263	-0.024	-0.0212
Si	0.0005	0.0056	0.0203
Si	-0.0197	0.0143	0.0237
Si	0.023	-0.0009	-0.0237
Si	0.0222	-0.0146	-0.0328
Si	-0.0062	0.0136	-0.0337
Si	-0.0178	-0.0036	-0.013
Si	-0.0011	0.0092	0.0106
Si	0.0123	-0.0004	0.0051
Si	-0.0043	0.0084	-0.003
Si	0.005	-0.0013	0.0001
Si	-0.0047	0.0031	-0.0145
Si	-0.003	-0.003	-0.0043
Si	0.0161	0.0083	-0.0086
Si	-0.0115	0.012	0.0031
Si	0.003	0.0225	0.0086
Si	0.0002	-0.0045	-0.0193
Si	-0.0036	-0.0053	-0.0078
Si	0.0022	-0.0151	0.0025
Si	0.0057	0.0037	-0.0049
Si	0.0029	0.0086	-0.0162
Si	0.0078	0.0066	-0.0043
Si	-0.0071	-0.0116	-0.017
Si	0.0021	-0.003	-0.0066
Si	-0.0066	-0.0082	0.0054
Si	0.0071	0.0016	-0.0099
Si	0.0018	0.0092	-0.0019
Si	0.0012	0.0103	-0.0011
Si	0.0058	-0.0176	-0.0052
Si	-0.007	-0.007	-0.0149
Si	-0.0019	-0.0097	-0.0132
Si	0.0028	0.0122	0.0293
Si	0.01	0.0144	0.037
Si	0.0089	0.0074	0.0301
Si	-0.0015	-0.005	0.0285
Si	-0.012	-0.0109	0.0233
Si	-0.0143	-0.0105	0.0327
Si	0.0099	0.0063	0.0291
Si	0.0052	0.0102	0.0296
Si	0.0046	0.0009	0.0303
Si	0.0002	-0.0106	0.0309
Si	-0.0116	-0.0066	0.0255
Si	-0.0059	-0.0045	0.0286
O	-0.0039	-0.015	-0.0245
O	0.0022	0.0221	-0.0368
O	0.001	0.0202	-0.0331
O	0	0.0106	-0.0456
O	-0.0039	-0.0135	-0.041
O	-0.0024	0.0153	-0.0319
O	-0.0021	-0.0156	-0.0319
O	-0.0078	-0.0117	-0.0271
O	0.006	0.0198	-0.0381
O	0.0136	-0.0131	-0.0359
O	-0.0004	-0.0188	-0.0345
O	0.0071	0.0234	-0.0398
O	0.0401	0.102	0.0592
O	-0.0162	0.0128	0.0275
O	-0.0019	-0.0462	0.0786
O	0.0229	0.0493	0.0041
O	-0.0163	0.145	0.1436
O	0.0358	-0.0468	0.0756
O	0.0035	-0.0667	0.0032
O	-0.0006	-0.0495	0.0345
O	-0.0301	0.0262	0.013
O	0.0319	0.028	0.027
O	0.012	-0.0223	0.0685
O	-0.011	-0.0507	0.0371
Si	0.0072	0.014	-0.0184
Si	0.0128	-0.0316	-0.1338
Si	-0.005	-0.007	-0.1305
Si	0.0098	0.0016	-0.1477
Si	0.0129	0.0145	-0.184
Si	0.0049	-0.1007	-0.0081
Si	-0.0082	0.003	0.0046
Si	0.0021	-0.0137	-0.0761
Si	0.062	0.0238	-0.1831
Si	-0.015	-0.0062	-0.1498
Si	0.0068	0.0186	-0.0805
P	-0.1049	-0.1251	-0.6665
Si	0.1052	0.3737	-0.0321
Si	-0.0195	0.0018	-0.1786
Si	0.0389	-0.0401	-0.0198
Si	-0.0186	-0.0412	-0.1233
Si	0.0222	0.0102	-0.1246
Si	0.0206	0.1042	-0.1514
Si	0.0094	0.0268	-0.099
Si	0.0151	-0.0059	-0.0568
Si	-0.0132	-0.0216	-0.0033
Si	0.0128	0.0045	-0.2167
Si	-0.0003	-0.0086	-0.0022
Si	0.0816	-0.1251	-0.1765
Si	0.0214	0.0002	-0.094
Si	-0.0173	-0.0147	-0.0793
Si	-0.1631	-0.0667	-0.085
Si	-0.0047	0.004	-0.1942
Si	0.0224	0.0085	-0.1522
Si	-0.0106	0.0071	0.0023
Si	0.0061	0.0161	-0.0772
Si	-0.0072	0.0065	0.0037
Si	0.0119	0.0434	0.0248
Si	-0.0236	0.0017	-0.1209
Si	0.0106	-0.0027	-0.0043
Si	0.0185	0.0816	-0.0096
Si	-0.0258	-0.0236	-0.1351
Si	0.0111	-0.0164	-0.0094
Si	0.0048	-0.0016	-0.1688
O	-0.0219	0.0297	0.0716
O	0.0002	-0.0026	0.0037
O	0.0035	-0.0185	0.0247
O	-0.0229	-0.0267	0.0531
O	0.0295	0.032	0.0976
O	-0.007	0.0068	0.019
O	0.0195	0.0277	0.0428
O	-0.0229	-0.0442	0.0766
O	0.0048	0.0271	0.0275
O	0.0132	0.0295	0.0513
O	0.0132	-0.0183	0.044
O	-0.0016	0.0011	0.0063
O	-0.0303	-0.0197	0.1112
O	0.0136	-0.008	0.0385
O	0.0091	-0.0014	0.0206
O	-0.0369	-0.0019	0.1048
O	-0.0066	0.016	0.0335
O	-0.0365	-0.0039	0.0809
O	-0.0081	0.0565	0.0374
O	0.0391	-0.0247	0.1297
O	-0.0377	0.0143	0.0364
O	-0.0017	0.0009	0.0012
O	-0.0019	0.0077	0.0051
O	-0.0312	-0.0116	0.0528
O	-0.007	-0.0113	0.0267
O	-0.0823	0.0061	0.0965
O	-0.0221	-0.0515	0.106
O	0.0184	0.0406	0.098
O	-0.0053	-0.0125	0.024
O	0.0121	-0.0356	0.0745
O	0.0563	-0.0292	0.1144
O	0.0057	0.002	0.0205
O	0.0017	-0.0086	0.0208
O	-0.0081	0.007	0.0352
O	-0.0103	-0.0082	0.0184
O	0.003	-0.0262	0.0569
O	-0.0124	-0.0593	0.0288
O	-0.0031	0.0003	0.0018
O	-0.0068	-0.0016	0.0592
O	-0.0108	0.0161	0.0454
O	0.0038	0.0093	0.0371
O	-0.0035	0.0099	0.0325
O	0.0174	-0.0169	0.0544
O	0.0015	0.0247	0.0542
O	-0.0142	-0.0009	0
O	0.02	-0.0074	0.0332
O	-0.0183	0.0067	0.0607
O	0.042	0.0216	0.0981
O	-0.0083	-0.0828	-0.0192
O	-0.0244	-0.055	0.1447
O	-0.0033	0.0034	0.0194
O	-0.0105	-0.0046	0.0324
O	-0.0607	-0.0296	0.0006
O	-0.0071	-0.0101	0.0251
O	-0.3271	0.3149	0.5068
O	-0.0528	-0.0655	0.3533
O	0.0165	0.0022	0.0414
O	0.0057	-0.0234	0.0433
O	0.042	-0.107	0.0001
O	0.0277	0.0315	0.1068
O	-0.0555	-0.3553	0.3396
O	-0.0033	0.0141	0.0242
O	-0.0137	0.0418	0.1152
O	0.0444	0.0712	0.0936
O	0.0045	-0.0038	0.0216
O	0.4408	0.1934	0.511

The program warned: the cutoff lies below the one the program advises for these potential files; the forces do not sum to zero within the program's tolerance; the exchange-correlation potential is rough where the density is thin.
